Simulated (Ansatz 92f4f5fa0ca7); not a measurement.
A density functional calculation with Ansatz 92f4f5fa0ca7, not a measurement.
Periodic cell of 207 atoms, Si128O79, from a study of silicon, its oxide and their interface. The atomic structure is a simulated model.
This geometry differs little from another in the collection (a relaxation step or a small displacement).

Settings
functional: r2SCAN
potential files: Ansatz PAW
basis: plane waves
wave-function cutoff: 800 eV
density cutoff ratio: 5
exchange-correlation grid ratio: 1
k mesh: 1 x 1 x 1, shifted by 0.5 0.5 0 of a step
self-consistency stop: 1e-10 eV per atom in the density residual
occupations: fixed
spin: none
net charge: 0

Cell vectors (angstrom)
a, 10.88, 0, 0
b, 0, 10.88, 0
c, -2.9065, 2.0494, 29.9138

Atoms: element, x, y, z (angstrom)
Si, 4.1583, 6.8891, -9.1822
Si, 0.9801, 6.157, -2.5853
Si, 6.3889, 4.9554, 0.1541
Si, 1.6304, 9.3701, -5.4828
Si, 2.5451, 4.7356, -7.6747
Si, 0.5026, 3.6173, -4.1242
Si, 8.4071, 5.7518, -6.9112
Si, 1.7387, 8.3475, 15.5301
Si, 3.4606, 7.5474, 0.2705
Si, 7.4232, 11.4492, 0.1082
Si, 4.63, 3.2751, 0.0053
Si, 7.8259, 9.4216, -4.4764
Si, -0.9235, 8.7925, 0.1919
Si, 0.9074, 10.3353, 0.1254
Si, 9.1337, 13.161, 0.2324
Si, 1.7718, 5.8266, 0.281
Si, 2.6387, 9.4258, 1.4101
Si, 5.5428, 12.3406, 1.2546
Si, 2.8538, 4.0881, 1.3807
Si, 5.3852, 6.7133, 1.3503
Si, 8.2245, 9.6654, 1.4493
Si, 10.9044, 12.1539, 1.3667
Si, 8.0965, 14.8881, 1.4563
Si, -0.0281, 6.895, 1.3431
Si, 1.2895, 8.1668, 2.8552
Si, 4.1149, 10.8981, 2.5612
Si, 1.4155, 13.5774, 2.6365
Si, 4.1131, 5.4188, 2.8533
Si, 6.791, 8.1734, 2.6135
Si, 9.5691, 10.9162, 2.8871
Si, 6.7651, 13.5863, 2.8539
Si, 9.4984, 5.4655, 2.6539
Si, 2.7025, 6.7942, 4.1217
Si, 5.438, 9.5353, 3.9792
Si, 2.7534, 12.2137, 4.0213
Si, 5.4377, 14.9457, 4.2106
Si, 8.1402, 6.8147, 4.0406
Si, 10.867, 9.5189, 4.2308
Si, 8.1609, 12.255, 4.1608
Si, 0.0198, 4.0851, 3.9797
Si, 4.0932, 8.1911, 5.3863
Si, 6.7887, 10.8443, 5.4162
Si, 4.0548, 13.557, 5.4809
Si, 6.8214, 5.4642, 5.4754
Si, 9.4792, 8.1287, 5.4941
Si, 1.4067, 10.9006, 5.4733
Si, -1.328, 2.7637, 5.4094
Si, 1.3362, 5.4153, 5.4149
Si, 2.7642, 9.5069, 6.7978
Si, 5.4538, 12.1903, 6.7991
Si, 2.6802, 14.9607, 6.7915
Si, 5.4276, 6.8442, 6.7797
Si, 8.1207, 9.5177, 6.8165
Si, -0.0012, 12.2769, 6.784
Si, 8.2076, 4.0851, 6.7995
Si, 10.8825, 6.7575, 6.8106
Si, 1.396, 8.1331, 8.1374
Si, 4.1203, 10.8326, 8.1749
Si, 1.3141, 13.6417, 8.1598
Si, 4.0471, 5.4782, 8.1141
Si, 6.7645, 8.1791, 8.1748
Si, 9.5119, 10.8956, 8.1345
Si, 6.8459, 13.5603, 8.12
Si, 9.5448, 5.4095, 8.1926
Si, 2.727, 6.8064, 9.5787
Si, 5.4445, 9.4943, 9.6148
Si, 2.7054, 12.239, 9.3828
Si, 5.4554, 4.0932, 9.3628
Si, 8.1596, 6.8091, 9.4472
Si, 0.0204, 9.5145, 9.4346
Si, 8.1754, 12.2212, 9.5673
Si, -0.0085, 14.9542, 9.6191
Si, 4.0854, 8.1411, 11.0092
Si, 6.8427, 10.8356, 10.9653
Si, 4.0826, 13.6019, 10.645
Si, 6.7931, 5.4319, 10.7337
Si, -1.3311, 8.1396, 10.7761
Si, 1.3756, 10.9054, 10.75
Si, 9.5134, 13.5658, 10.9852
Si, 1.3603, 5.4615, 10.9697
Si, 9.1688, 4.9506, 15.7585
Si, 5.3646, 12.2852, 12.0929
Si, 2.7846, 3.9942, 12.1292
Si, 4.5594, 4.8293, 13.4081
Si, -2.6253, 9.4104, 12.2643
Si, 0.0446, 12.1398, 12.2559
Si, 8.0786, 4.1236, 12.1879
Si, -0.0544, 6.8444, 12.2896
Si, 2.6728, 9.6204, 12.2283
Si, 0.5962, 13.6232, 16.2094
Si, 1.8518, 2.2612, 13.3971
Si, 5.5006, 6.6827, 12.265
Si, 7.3738, 7.5432, 13.4295
Si, -0.8653, 10.3545, 13.5363
Si, 6.2448, 14.0453, 13.3217
Si, 2.498, 5.8683, 18.7878
Si, 6.0217, 7.1852, -5.3578
Si, -1.8082, 5.8142, 13.5163
Si, 2.368, 10.4641, -2.6761
Si, 7.3526, 5.3278, -1.9373
Si, 9.2617, 2.9111, -2.028
Si, 4.0958, 8.1617, 20.2921
Si, 9.4068, 11.4814, 15.5288
Si, 4.1643, 8.7359, -7.1013
Si, 4.3665, 12.8312, -2.8174
Si, 6.2179, 10.3213, -8.8375
Si, 3.4797, 7.8214, -2.0145
Si, 0.3498, 8.0496, 18.1446
Si, 8.483, 11.0995, -7.137
Si, 1.3837, 3.1122, 19.1552
Si, 4.1314, 10.3742, 16.2104
Si, 3.5971, 11.477, 13.3948
Si, 9.1789, 13.3854, 19.7445
Si, 4.9123, 10.6996, 18.937
Si, 9.4986, 3.1499, -6.6527
Si, 9.1418, 7.7576, -2.5071
Si, 7.2051, 11.5865, -2.2528
Si, 5.1358, 5.8883, -3.7081
Si, 3.3889, 3.7048, -4.864
Si, 0.1421, 9.695, -7.9061
Si, 0.8716, 8.7045, 13.4254
Si, 6.1946, 8.0916, 16.3163
Si, 8.4456, 7.012, 18.0801
Si, 0.4237, 6.9827, -6.7498
Si, 0.3652, 3.2604, -9.2274
Si, 3.7358, 6.0683, 16.0955
Si, 7.2413, 13.5594, 15.3355
Si, 7.4729, 11.8344, 17.627
O, 1.3665, 5.3126, -1.2514
O, 9.0111, 8.4172, -3.982
O, 4.1377, 11.3735, 14.9518
O, -0.1744, 2.9586, 19.539
O, 3.3104, 5.3686, 17.4793
O, -1.21, 7.9646, 18.5255
O, -0.223, 2.883, -2.874
O, 9.0624, 6.087, 16.9035
O, 0.661, 10.2201, -6.4584
O, 0.7299, 5.1947, -3.8479
O, -0.7545, 3.4934, -8.0987
O, 3.5602, 9.3932, -2.4087
O, 6.5873, 12.7289, 16.5819
O, 7.8187, 6.8616, -2.2229
O, 1.5896, 2.7738, 14.9383
O, -1.3261, 10.3356, -8.0873
O, 1.0679, 7.8312, -5.5064
O, 8.2253, 10.1763, -5.8354
O, 8.9985, 12.5161, -6.5974
O, 8.4411, 10.8628, 16.7148
O, 2.8694, 9.3975, 16.0212
O, -0.1758, 12.1906, 16.2225
O, 3.4323, 8.1095, -8.4058
O, -1.011, 6.2965, -6.473
O, 7.0781, 7.9173, 14.9896
O, 8.4914, 12.83, 18.3984
O, 4.153, 4.9766, 14.9959
O, 6.4548, 8.6174, -4.7354
O, 3.3194, 3.9739, -6.4612
O, 2.4542, 6.8887, 15.5355
O, 0.9888, 9.1373, 19.1509
O, 9.296, 8.8463, -1.3282
O, 3.7816, 5.1075, -4.1477
O, 7.1822, 7.8752, 17.5714
O, -0.3054, 3.3812, -5.4839
O, 5.3642, 9.6688, -7.6242
O, 3.0595, 11.8969, -2.7991
O, 3.1313, 9.4729, -6.1105
O, 7.9803, 6.1842, 19.3816
O, 4.769, 9.0896, 19.1436
O, 1.4784, 2.873, 17.5567
O, 5.6725, 11.9451, -2.5889
O, 7.7854, 4.1031, 15.9147
O, 4.3113, 11.3867, 20.265
O, 4.9947, 7.0271, 16.3689
O, 1.8029, 3.6387, -8.5939
O, 1.4724, 5.8163, -7.1278
O, 7.5864, 10.3624, -3.209
O, 5.5363, 9.5634, 16.2626
O, 3.5041, 6.7849, 19.6707
O, 2.2801, 12.9569, 19.9971
O, 8.1755, 12.8082, -2.7375
O, 1.1669, 6.6713, 18.3459
O, 8.1332, 5.8454, -8.5029
O, 8.6878, 4.4301, -2.1545
O, 1.9743, 4.563, 19.5684
O, 6.4761, 11.0921, 18.6661
O, 2.1377, 7.2669, -2.7716
O, -0.4356, 3.9951, 16.0876
O, 3.6114, 5.4738, -8.6318
O, 4.758, 7.4493, -6.3276
O, 1.2905, 10.5227, -1.4707
O, 8.329, 3.7645, 20.2655
O, -0.419, 6.8836, -2.3728
O, 4.2277, 3.0076, -1.5824
O, 1.5872, 10.0346, -4.0255
O, 1.9934, 3.0695, -4.3616
O, 5.7602, 6.9128, -8.9509
O, 6.2453, 4.8921, -3.0564
O, 8.5453, 12.695, 14.8383
O, 4.4773, 13.5241, -4.2915
O, 7.2944, 6.6105, -6.1519
O, 1.1436, 10.1741, -9.0614
O, 4.0393, 11.1372, 17.6349
O, 8.2884, 4.2039, -6.4425
O, 7.1745, 11.3695, -8.053
O, 4.7406, 6.984, -2.5719
O, 0.1622, 8.0723, -7.9301
O, 0.5154, 8.4707, 16.5972

Results
free energy: -126934.814 eV
free energy less fixed offsets of O -570.45, Si -639.56 eV per atom: -5.584 eV

Forces (eV/angstrom), in the order of the atoms: element, x, y, z
Si, -0.0023, 0.0089, 0.0562
Si, 0.0009, -0.0154, -0.0273
Si, -0.0148, -0.0032, 0.0264
Si, 0.0016, -0.0042, 0.0209
Si, -0.0045, 0.0019, 0.0634
Si, 0.0102, 0.0036, -0.0172
Si, -0.0189, 0.0157, 0.0623
Si, -0.0147, 0.0093, -0.0365
Si, 0.0006, -0.008, 0.0268
Si, 0.008, -0.0037, 0.0091
Si, -0.0024, -0.0125, -0.0552
Si, -0.0096, -0.0195, -0.0217
Si, -0.0275, 0.0009, -0.0438
Si, 0.019, 0.0049, -0.0616
Si, -0.0035, -0.0057, 0.0131
Si, -0.0132, -0.013, -0.0465
Si, -0.0049, 0.0001, 0.007
Si, -0.0003, 0.0055, 0.0054
Si, 0.0027, 0.002, 0.0048
Si, -0.0048, -0.0037, 0.0051
Si, 0.0018, 0.0032, 0.0021
Si, -0.0004, 0.0003, 0.0058
Si, -0.002, -0.0117, 0.0091
Si, 0.0042, 0.0022, 0.0008
Si, 0.0061, -0.0008, -0.0079
Si, 0.0014, 0.0005, 0.001
Si, 0, 0.0002, -0.0011
Si, 0.0026, 0.0043, -0.0061
Si, 0.0051, -0.0034, -0.0025
Si, 0.0002, 0.002, -0.0045
Si, 0.001, -0.002, -0.0075
Si, -0.0007, 0.001, 0.0013
Si, -0.0017, -0.0001, 0.0004
Si, 0.0016, 0.0022, 0.0005
Si, 0.0005, 0.0016, -0.0024
Si, -0.0004, -0.0032, 0.0024
Si, -0.0003, 0, -0.0019
Si, -0.0027, -0.0008, 0.0027
Si, -0.0003, 0.0011, 0.0054
Si, 0.0012, -0.0008, 0.0003
Si, 0.0022, -0.0014, -0.0041
Si, 0.0008, -0.0016, -0.0046
Si, -0.0005, -0.0011, -0.0022
Si, 0.0009, 0.0011, -0.004
Si, 0.0003, -0.0006, -0.002
Si, 0.0005, 0.0014, -0.0033
Si, 0.0022, 0.0005, -0.005
Si, -0.001, -0.0006, -0.0033
Si, 0.0013, -0.0012, -0.0038
Si, 0.0026, 0.0005, -0.0039
Si, 0.0015, 0.0018, -0.0031
Si, -0.0016, 0.0009, -0.0038
Si, 0.001, 0.0025, -0.0056
Si, -0.0009, -0.0002, -0.0039
Si, 0.001, -0.0021, -0.004
Si, 0.0019, -0.0013, -0.0049
Si, 0.001, 0.0019, -0.0052
Si, -0.0012, -0.0007, -0.0036
Si, -0.001, -0.0009, -0.0027
Si, 0.0025, 0.0003, -0.0027
Si, 0.0003, -0.0005, -0.0021
Si, 0.001, -0.0005, -0.0043
Si, 0.0006, 0.0021, -0.0049
Si, 0.001, 0.0006, -0.0048
Si, -0.0026, 0.0002, 0.0007
Si, 0.0006, -0.0013, -0.0013
Si, 0.0032, 0.0002, 0.0043
Si, 0.0007, -0.0025, 0.0005
Si, 0.0015, -0.0028, 0.003
Si, 0.0013, -0.0015, 0.0008
Si, 0.0032, -0.0004, -0.0006
Si, -0.0004, -0.0003, -0.0027
Si, 0.0024, 0.0021, -0.0014
Si, -0.0029, 0.0022, -0.0003
Si, 0.0012, 0.0026, -0.0075
Si, -0.0044, -0.0005, -0.0063
Si, 0.0002, 0.0028, -0.0026
Si, 0.0012, 0.0038, -0.0064
Si, -0.002, 0.0006, -0.0001
Si, 0.0018, -0.0004, 0.0028
Si, -0.0106, 0.0167, -0.0461
Si, 0.0076, -0.0002, 0.0076
Si, -0.0017, 0.0014, 0.0027
Si, 0.0102, -0.0016, -0.0475
Si, 0.0011, -0.0006, 0.0038
Si, -0.0057, 0.0003, -0.001
Si, 0.0087, -0.0023, 0.0071
Si, 0.0019, -0.0034, 0.0025
Si, 0.0005, -0.0053, 0.0081
Si, 0.0031, -0.0031, -0.0285
Si, 0.0187, -0.0182, -0.0435
Si, -0.0012, 0.0037, 0.0049
Si, 0.0054, -0.0111, -0.0518
Si, -0.0015, 0.0072, 0.005
Si, 0.0024, -0.0098, 0.0104
Si, -0.0015, 0.0095, 0.0189
Si, 0.0017, -0.0326, 0.0408
Si, 0.0062, -0.0015, 0.0275
Si, 0.0167, 0.0047, -0.0371
Si, 0.0137, 0.027, -0.0822
Si, 0.009, 0.0194, -0.0649
Si, 0.0049, 0.0103, 0.0623
Si, 0.0212, -0.009, -0.0207
Si, -0.0034, -0.0236, 0.0492
Si, -0.0015, -0.0099, -0.0525
Si, 0.0142, -0.0087, 0.0814
Si, 0.022, -0.0046, -0.0619
Si, 0.0011, 0.0127, 0.0092
Si, 0.0136, -0.0065, 0.0539
Si, -0.0071, -0.0036, 0.0198
Si, -0.0001, 0.0136, -0.0222
Si, -0.0218, 0.007, -0.0568
Si, 0.0036, -0.0263, 0.049
Si, -0.0056, -0.0193, 0.0445
Si, -0.0085, 0.0074, 0.0523
Si, -0.0068, -0.017, -0.0475
Si, -0.0274, -0.0021, -0.0716
Si, 0.0123, 0.0184, -0.0509
Si, 0.0021, 0.0039, 0.0064
Si, -0.0115, -0.0218, 0.0687
Si, 0.0136, -0.0103, 0.027
Si, 0.0133, 0.0053, -0.02
Si, 0.0016, -0.0109, 0.014
Si, 0.0046, 0.0072, 0.0433
Si, 0.0069, 0.0295, 0.0621
Si, 0.0084, -0.0151, -0.0387
Si, -0.0189, 0.0293, -0.0389
Si, -0.0028, -0.0016, 0.0174
O, 0.0136, 0.0109, 0.0571
O, -0.004, -0.0045, 0.0203
O, 0.0186, -0.011, 0.0716
O, 0.0169, 0.0039, -0.0222
O, -0.0054, -0.0031, 0.0043
O, 0.0021, 0.0035, -0.0017
O, -0.0327, -0.0095, 0.0337
O, -0.0079, 0.0105, 0.0191
O, -0.003, 0.0005, -0.0258
O, 0.0095, 0.0048, 0.0027
O, 0.0115, 0.0049, -0.0358
O, -0.0036, -0.0053, 0.014
O, -0.0061, -0.0135, 0.0213
O, -0.0084, -0.0159, 0.0112
O, -0.0209, 0.0125, 0.0674
O, 0.0073, 0.0025, -0.0196
O, -0.0034, -0.003, -0.0188
O, -0.002, 0.0043, -0.0062
O, 0.0028, 0, -0.0118
O, -0.012, -0.0071, 0.0074
O, 0.0061, -0.0056, 0.0147
O, 0.0036, 0.0053, 0.0132
O, 0.0068, -0.0077, -0.0268
O, -0.004, -0.0009, -0.0112
O, -0.0154, 0.0132, 0.0638
O, 0.0012, -0.0044, -0.0184
O, -0.0153, 0.0122, 0.0641
O, 0.0135, 0.0132, -0.0034
O, -0.0042, 0.0062, -0.0216
O, 0.0078, -0.0008, 0
O, -0.0039, -0.0008, -0.0244
O, 0.0209, 0.0152, 0.0716
O, -0.0088, -0.0071, 0.0145
O, -0.0034, 0.0044, -0.0022
O, -0.0067, -0.0021, -0.0123
O, 0.0101, 0.0082, -0.0271
O, -0.0108, -0.0051, 0.0071
O, 0.0034, -0.0004, -0.0179
O, -0.0033, 0.0053, -0.0206
O, 0.0052, 0.0001, -0.0299
O, 0.0026, 0.004, 0.0003
O, 0.0245, -0.0044, 0.034
O, 0.0029, 0.0001, 0.0072
O, 0.0089, -0.0038, -0.0273
O, -0.0051, 0.0066, 0.0024
O, -0.0213, -0.0104, -0.0391
O, 0.0113, -0.0108, -0.0182
O, -0.0116, 0.015, 0.0327
O, 0.0085, -0.013, -0.0105
O, -0.0086, -0.012, -0.0183
O, -0.0154, 0.0109, -0.0383
O, 0.0121, 0.0104, 0.028
O, 0.0084, -0.0192, 0.0034
O, -0.0142, 0.0008, -0.0385
O, 0.0085, -0.0118, 0.0178
O, -0.0015, 0.0006, -0.0124
O, 0.0042, 0.0027, -0.0086
O, 0.0064, 0.0099, 0.0191
O, 0.0075, -0.0133, 0.0053
O, 0.0134, 0.0032, -0.028
O, -0.0119, 0.0287, -0.0418
O, -0.0209, -0.0038, 0.0773
O, -0.0053, -0.0136, -0.0158
O, -0.0084, 0.008, 0.0314
O, 0.0025, 0.0264, 0.0755
O, 0.0026, 0.0012, 0.0085
O, 0.0002, -0.0082, -0.003
O, 0.0119, -0.0053, -0.0325
O, 0.0174, -0.0069, 0.0494
O, 0.0044, -0.0123, -0.0054
O, 0.0008, -0.0101, 0.0144
O, 0.0193, -0.0088, -0.0534
O, 0.0105, 0.0162, -0.0402
O, -0.0024, 0.0111, -0.0046
O, 0.0102, -0.0058, -0.0227
O, -0.0222, -0.0018, -0.0369
O, -0.0115, 0.0039, 0.0508
O, 0.0027, 0.0011, -0.0262
O, -0.0111, 0.007, 0.0007

The program warned: the cutoff lies below the one the program advises for these potential files; the forces do not sum to zero within the program's tolerance; empty levels may hold ghost states of the PAW files; the exchange-correlation potential is rough where the density is thin.
